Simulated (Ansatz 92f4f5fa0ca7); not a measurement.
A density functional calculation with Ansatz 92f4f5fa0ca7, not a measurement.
Periodic cell of 204 atoms, Si117O87, from a study of silicon, its oxide and their interface. The atomic structure is a simulated model.

Settings: functional PBE; potential files Ansatz PAW; basis plane waves; wave-function cutoff 700 eV; density cutoff ratio 5; exchange-correlation grid ratio 2; k mesh 2 x 2 x 1, shifted by 0.5 0.5 0.5 of a step; self-consistency stop 5e-08 eV per atom in the density residual; occupations Fermi-Dirac, 0.05 eV; spin none; net charge 0.

Cell vectors (angstrom)
a	11.444	-0.0294	0.0751
b	-0.1047	11.6694	0.2336
c	5.0905	2.9141	26.7407

Atoms: element, x, y, z (angstrom)
Si	0.1562	8.6062	-2.2155
Si	-2.1274	12.1696	-0.2234
Si	7.5251	3.2635	-3.4799
Si	2.999	9.6352	-1.7824
Si	3.3935	12.5519	-0.2886
Si	1.1421	5.0633	1.4762
Si	7.9877	10.5218	2.7464
Si	7.1847	7.4999	-1.6143
Si	8.6585	4.8551	-1.0784
Si	1.571	9.1225	2.3993
Si	0.5079	12.8904	1.1252
Si	0.1717	5.6455	-1.4327
Si	3.7391	6.3392	1.8987
Si	5.0377	12.6164	1.5108
Si	5.5009	5.0203	2.3459
Si	8.2645	8.6126	1.1833
Si	9.9769	9.9253	0.2964
Si	8.1173	4.6888	1.1899
Si	-0.0305	10.6565	1.9371
Si	0.7251	14.6075	2.8166
Si	0.7391	6.9301	2.9391
Si	4.6018	10.6972	2.7931
Si	4.6267	14.4826	3.0059
Si	3.4565	8.477	1.0469
Si	7.5955	12.515	1.4452
Si	8.2298	14.3781	2.8252
Si	8.43	6.7143	2.5523
Si	-1.4122	10.6206	3.927
Si	-1.2204	14.4758	4.14
Si	-1.2315	6.7355	4.0836
Si	2.736	10.3649	4.0781
Si	2.663	14.3534	4.221
Si	2.7258	6.5425	4.1483
Si	6.3589	10.384	4.3565
Si	6.5157	14.3085	4.504
Si	6.6402	6.3953	4.0584
Si	-1.1951	8.7459	5.3662
Si	-1.2269	12.5048	5.4404
Si	-1.2388	4.709	5.3557
Si	2.8581	8.5366	5.5739
Si	2.6325	12.3849	5.5505
Si	2.7677	4.6019	5.4078
Si	6.4297	8.3956	5.574
Si	6.4386	12.3279	5.8018
Si	6.6283	4.6173	5.6749
Si	0.8183	8.7159	6.7359
Si	0.6394	12.3879	6.7972
Si	0.7823	4.6847	6.6105
Si	4.6317	8.6087	7.0908
Si	4.4937	12.4645	7.1226
Si	4.6232	4.6392	6.9066
Si	8.4122	8.5403	6.9351
Si	8.41	12.3891	7.1301
Si	8.4621	4.5701	7.0925
Si	0.7955	10.5273	8.2868
Si	0.6078	14.4184	8.0806
Si	0.8038	6.7014	7.9932
Si	4.6015	10.5898	8.5815
Si	4.3974	14.4516	8.5682
Si	4.6069	6.6241	8.3532
Si	8.4577	10.3966	8.5027
Si	8.2852	14.1517	8.7549
Si	8.5161	6.6735	8.3547
Si	10.4223	10.4049	9.8614
Si	10.3465	14.3281	9.6799
Si	10.5104	6.7175	9.6178
Si	2.5803	10.5312	9.8715
Si	2.3292	14.4166	9.6692
Si	2.5531	6.6818	9.5536
Si	6.6338	10.7374	9.9743
Si	5.6462	3.0028	10.5037
Si	6.5598	6.9141	9.6758
Si	11.1698	8.5114	11.1797
Si	10.826	12.4707	11.0361
Si	10.828	4.672	10.7397
Si	2.2473	8.518	11.1304
Si	1.7737	12.5416	11.1027
Si	1.8745	4.7389	10.6432
Si	6.4431	8.6748	11.3034
Si	7.111	13.022	10.7332
Si	6.6949	5.0973	11.1353
Si	5.444	9.6819	14.9457
Si	8.5484	13.399	12.7609
Si	8.887	4.8654	12.1211
Si	4.4034	8.15	12.4048
Si	3.4154	15.9013	12.4918
Si	2.275	2.0861	13.8689
Si	6.1675	4.7763	15.6327
Si	8.0673	9.6477	21.1382
Si	8.9845	7.7363	13.2228
Si	5.5621	11.4524	17.2515
Si	3.0941	3.7903	18.5571
Si	5.1047	5.8928	12.7875
Si	0.9374	5.4037	17.6194
Si	1.8609	8.4506	21.0834
Si	8.2711	8.7995	15.2623
Si	10.3128	5.7758	18.6388
Si	7.6226	-0.1753	14.7103
Si	2.9113	10.8862	22.7291
Si	4.4825	14.3636	21.1223
Si	12.5362	1.1971	21.5136
Si	2.4437	3.4641	23.0369
Si	5.0985	6.2018	18.1976
Si	2.739	7.7614	18.2442
Si	8.905	3.7922	16.6478
Si	11.6393	1.1423	18.6185
Si	6.2511	11.8337	20.2126
Si	7.1255	7.268	22.9307
Si	9.5528	5.4942	23.7711
Si	8.8735	1.8014	19.0878
Si	4.0855	13.9726	16.3788
Si	9.1057	15.9332	21.1564
Si	0.2061	3.0476	15.9666
Si	9.4643	8.7248	18.3872
Si	10.0762	11.1978	23.0289
Si	6.4065	5.3198	20.7305
Si	0.8084	9.8999	18.7072
O	10.8765	10.5234	24.3448
O	-0.8236	9.4975	-1.2325
O	-0.7654	13.1497	0.0523
O	3.2109	11.0975	-1.1166
O	8.3312	3.5059	-2.0363
O	3.239	8.4708	-0.6258
O	2.721	5.2976	1.014
O	1.8837	12.9871	0.2016
O	-1.3462	5.4426	-1.7816
O	0.3416	4.9511	-0.006
O	7.1735	8.3322	-0.1438
O	6.4856	4.7648	0.9421
O	4.7113	9.4768	1.5149
O	10.4203	8.3439	12.7038
O	9.0512	6.0866	13.2479
O	10.0076	12.6939	12.4632
O	7.9244	12.8313	14.1783
O	8.7402	8.4842	16.8275
O	2.1579	12.7471	12.766
O	7.0418	11.688	16.5865
O	4.4471	2.9441	11.6768
O	7.7758	8.2913	12.2237
O	8.49	2.7079	17.744
O	5.1632	3.4984	15.637
O	8.493	9.5107	19.5198
O	7.4666	8.2523	21.6885
O	-2.6303	12.3216	-1.8352
O	8.2114	1.9449	-4.1777
O	2.8487	9.3777	21.9936
O	3.398	14.4328	19.9762
O	7.5356	5.9963	-1.5179
O	1.9671	11.0973	24.0275
O	11.2658	0.2709	21.8293
O	12.19	1.8517	20.0495
O	7.4423	12.703	19.588
O	5.833	5.6451	14.2861
O	12.55	7.3659	22.1847
O	4.2463	7.5969	17.8641
O	9.8533	7.3107	18.9796
O	3.0427	2.9575	17.0911
O	0.8021	4.541	16.1655
O	6.8659	10.7531	21.2591
O	10.0789	3.1897	15.6557
O	9.1031	14.3197	20.6366
O	2.6873	3.6588	13.5591
O	4.1711	4.956	18.4449
O	4.2599	8.9652	13.9881
O	11.7698	2.1639	17.4168
O	4.8333	12.9129	17.322
O	8.6302	10.3816	14.9601
O	9.183	4.8333	25.2219
O	1.4944	9.438	-2.4259
O	5.5815	11.0463	18.9064
O	5.2496	12.9128	21.0839
O	6.0702	5.7919	16.9932
O	12.2263	9.3784	20.3625
O	1.6452	4.473	18.8167
O	8.5792	6.7547	23.5544
O	2.6108	7.5555	19.9237
O	9.2684	5.157	17.5022
O	6.6655	8.6141	15.2997
O	8.7845	3.3782	12.85
O	9.2428	16.0535	22.7521
O	5.6694	3.8633	20.7359
O	1.8423	6.651	17.332
O	0.5117	7.2063	-1.3516
O	10.7876	9.478	18.0771
O	6.2436	-0.7519	13.886
O	2.0809	9.2248	17.9198
O	6.36	5.9752	22.293
O	10.0634	0.7799	18.7402
O	0.8737	2.1644	14.6582
O	3.9803	9.4022	-3.0409
O	9.3274	10.0896	22.0842
O	10.4456	4.9621	20.1016
O	7.672	4.1535	15.6542
O	4.3923	11.1201	23.1365
O	6.0049	3.0132	-3.0153
O	3.3724	13.1643	15.0593
O	3.8582	2.9376	22.383
O	2.4659	0.3115	21.3984
O	6.2287	7.8643	24.1138
O	7.9614	5.0177	20.3365
O	5.8835	6.382	19.6592
O	12.7282	2.3268	22.6707
O	4.8459	10.3305	16.3584
O	0.9961	11.5049	18.5463

Results
free energy: -123863.048 eV
free energy less fixed offsets of O -569.03, Si -635.61 eV per atom: 8.932 eV
pressure: -1.15 GPa
stress xx, yy, zz, yz, xz, xy (GPa, positive in tension): -2.05, 0.87, 4.62, 2.88, 0.69, -0.37

Forces (eV/angstrom), in the order of the atoms: element, x, y, z
Si	-1.6552	-1.1111	0.9271
Si	-0.4763	0.2516	-1.602
Si	0.5793	-0.6232	1.0306
Si	-0.2117	-0.356	0.4266
Si	-0.6665	-2.3885	1.0498
Si	-0.2889	0.1053	-1.0766
Si	0.2776	-0.088	-0.2417
Si	0.3679	3.3658	-0.1552
Si	0.1095	-0.4919	-2.2179
Si	0.1655	-0.1209	-0.1665
Si	0.0162	-0.1171	-0.1804
Si	2.1268	-0.7269	-1.4582
Si	-0.5902	-0.3684	0.0911
Si	0.1507	0.3379	0.0605
Si	0.3447	0.14	-0.8029
Si	-0.8728	0.6072	-0.792
Si	0.1593	-0.0881	-0.3396
Si	0.7981	-0.1047	1.0092
Si	-0.223	0.3652	0.1388
Si	0.1172	-0.0349	-0.1498
Si	0.3799	-0.1119	-0.0569
Si	0.6485	-0.888	-0.7704
Si	0.77	-0.2758	0.299
Si	0.0677	0.7435	-0.6623
Si	-0.4051	0.1171	0.4359
Si	0.2889	0.075	0.1982
Si	0.756	-0.6269	0.2348
Si	0.0609	0.3086	-0.4458
Si	-0.4817	0.1585	-0.2083
Si	-0.54	0.2193	-0.0016
Si	-0.2247	-0.1009	0.6744
Si	-0.3906	0.0833	0.1276
Si	0.3124	0.6312	-0.2607
Si	-0.3746	0.4698	-0.0354
Si	-0.33	0.2979	-0.1484
Si	-0.3306	-0.3367	0.387
Si	0.235	-0.2542	0.2167
Si	-0.5672	-0.3964	-0.1418
Si	0.2572	-0.1292	0.1304
Si	0.0096	0.0161	-0.5068
Si	-0.1209	-0.3299	-0.2793
Si	0.2307	-0.2368	0.0194
Si	0.1178	-0.1023	-0.1713
Si	0.2984	-0.1238	-0.1629
Si	0.1137	-0.2524	-0.5828
Si	-0.3335	-0.3766	-0.0672
Si	0.4884	0.3695	0.5056
Si	-0.2793	0.7755	0.1526
Si	-0.1312	-0.0516	0.3001
Si	-0.0598	0.1121	0.2053
Si	-0.1734	0.6079	0.2605
Si	0.064	0.2185	-0.1057
Si	0.1001	-0.2155	0.0901
Si	-0.1887	0.0109	0.7101
Si	0.0038	0.0274	-0.2589
Si	0.3254	-0.8165	-0.0842
Si	-0.0045	0.051	-0.5359
Si	0.2044	-0.2111	0.0056
Si	0.2868	-0.199	0.2345
Si	-0.0511	-0.1918	-0.105
Si	-0.0731	0.0041	-0.4237
Si	-0.4575	-0.0676	-0.4606
Si	-0.1426	-0.1528	-0.1988
Si	0.1613	0.1953	0.2135
Si	0.3203	0.4084	0.4011
Si	0.221	-0.0449	0.1296
Si	-0.0279	0.293	0.1953
Si	-0.5056	0.0096	-0.1195
Si	0.0979	0.374	-0.0845
Si	-0.3118	-0.1956	-0.094
Si	-0.1837	0.4106	-0.4549
Si	-0.1692	-0.3685	-0.3031
Si	-0.4152	-0.3957	0.2686
Si	0.1933	-0.1918	-0.6342
Si	0.1236	-0.0827	-0.2466
Si	0.3812	-0.2366	-0.6645
Si	0.4197	0.0989	0.8673
Si	0.0094	-0.4066	0.1881
Si	0.3278	0.4604	-0.9654
Si	0.7313	-0.0205	0.1846
Si	0.0033	0.1416	-0.0862
Si	-1.2394	-0.8548	-0.5756
Si	-0.324	1.0385	-0.1598
Si	0.1916	-0.5943	0.3577
Si	-0.7764	0.978	1.9657
Si	-0.4366	-0.1103	0.1841
Si	0.9724	-0.5149	-0.6364
Si	0.1236	0.5716	0.6471
Si	0.197	-0.0146	-1.0329
Si	-0.3221	0.183	0.7236
Si	0.6322	0.7485	2.3545
Si	-0.7697	-1.3917	-1.0543
Si	0.5848	-0.752	0.4161
Si	-1.2952	-2.0812	0.2524
Si	-0.1305	-0.4714	0.5378
Si	1.4983	-0.8025	1.4576
Si	-0.2009	-0.5426	0.2183
Si	-2.7931	0.8498	1.2276
Si	-2.6301	-0.8057	-1.407
Si	0.7022	-1.0954	2.4274
Si	0.5392	0.3288	-0.2245
Si	-0.3841	-0.8936	0.2466
Si	1.1676	1.2297	0.7711
Si	-3.0062	-0.0859	1.1381
Si	-0.0418	0.6773	-0.3081
Si	0.9047	-0.0953	2.1244
Si	-1.3162	0.9537	0.0148
Si	0.735	-0.8844	0.2616
Si	-0.213	-0.7528	-1.0447
Si	-0.2459	1.4815	-1.2772
Si	-1.0314	-0.3776	-1.277
Si	1.8747	-2.0501	-0.6286
Si	0.4974	-1.2931	-1.7606
Si	-3.6934	0.1075	-1.3249
Si	0.8962	0.2167	0.9254
Si	0.465	-0.3346	2.1193
Si	-0.8351	0.1368	-0.2612
O	-1.4872	0.3907	-1.1098
O	0.4922	-0.3904	-0.4303
O	-0.4544	-0.3039	0.2926
O	0.014	0.6052	0.4491
O	-0.0421	1.1469	0.0968
O	0.1209	0.4719	0.7477
O	-0.0906	0.1759	0.4438
O	0.2314	-0.1148	0.1855
O	-2.5316	-0.4368	-0.1258
O	0.6456	-0.5256	1.9319
O	0.5913	-0.6229	-0.1677
O	-1.1462	0.3351	0.9185
O	-0.3468	0.5719	0.8972
O	0.341	0.0809	-0.7861
O	-0.1263	0.1198	-0.2653
O	-0.1913	-0.0556	0.6164
O	0.4906	0.5241	-0.4
O	0.5844	0.2823	1.1229
O	-0.4047	0.5945	-0.1582
O	0.7033	0.0636	-1.6792
O	-0.1616	0.2066	-0.0334
O	0.1125	0.0183	0.1968
O	0.2361	-0.8475	1.021
O	-0.0298	0.0696	0.0579
O	0.4957	-0.56	0.0999
O	0.0297	0.1808	0.0808
O	0.4704	-0.2107	0.6016
O	0.2778	0.3511	0.1377
O	-0.1319	0.5755	0.19
O	-1.06	0.3115	-1.2507
O	0.8679	-3.1026	0.8896
O	-0.4255	-0.2347	0.8028
O	-1.07	-0.7439	0.7058
O	-0.1168	-0.6405	-1.1224
O	-1.3789	-0.9656	0.2903
O	-0.0636	0.0492	0.3231
O	0.5105	1.0721	-0.8112
O	2.4588	-1.0158	-0.4053
O	0.1291	-1.7969	0.571
O	-0.13	0.7811	1.2055
O	0.4036	0.6983	1.0005
O	-0.041	-0.0246	-0.0562
O	-0.3776	0.2879	0.4977
O	0.2558	1.9283	1.3206
O	-0.0122	-0.4403	-0.1908
O	-0.6874	-0.5633	0.0938
O	1.1979	-0.1702	-0.389
O	0.3349	0.6454	-0.835
O	0.2086	-0.5549	-0.3415
O	1.445	-0.8314	-0.3688
O	0.9633	1.6987	-2.1088
O	0.7371	0.4504	-0.1715
O	0.0945	0.3726	-0.7726
O	0.726	-0.9169	-1.025
O	0.3299	-0.6417	-1.6959
O	0.0012	0.0068	-0.4576
O	0.1064	-0.0299	-0.7506
O	-0.6614	0.5479	-0.2036
O	0.0806	0.0849	-1.0312
O	0.4247	-0.0419	0.1315
O	-1.629	0.1762	-0.271
O	-0.1513	-1.07	-0.2679
O	0.0169	0.2705	1.145
O	0.6553	1.2114	-0.1484
O	2.079	2.7237	0.3435
O	0.1044	1.7315	-0.7859
O	3.3535	1.8602	0.0671
O	0.9741	0.3645	0.5539
O	-0.1215	-0.1867	0.0907
O	-0.2884	-0.7389	-1.5968
O	0.3893	-0.5669	0.063
O	-1.1601	0.9059	1.6649
O	0.5499	-0.4501	-0.594
O	-0.0186	0.3042	0.3767
O	-0.0709	0.5421	-0.7656
O	-0.3117	0.3745	-0.1331
O	3.5363	0.7626	1.8937
O	-0.5241	-0.1922	0.3043
O	0.6464	0.8818	1.4381
O	0.116	0.2071	-0.7148
O	-0.1051	-0.0145	-0.1945
O	-0.8501	0.8156	1.156
O	-1.9671	0.8066	-0.3219
O	-0.7853	0.6536	-1.5678
O	0.2596	0.4572	0.1376
O	-0.67	-1.1629	-0.8633
O	-0.2326	-0.1378	-0.0446

The program warned: the cutoff lies below the one the program advises for these potential files.
